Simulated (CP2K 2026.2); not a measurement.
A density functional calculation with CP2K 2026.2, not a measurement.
Periodic cell of 534 atoms, Si358O176, from a study of silicon, its oxide and their interface. The atomic structure is a simulated model.
Doubt: the forces sum to 1.14 eV/angstrom along one axis rather than to zero, so they err by at least 0.0021 eV/angstrom per atom on average; the grid cutoff is modest.

Settings: functional PBE; method Gaussian and plane waves; basis set DZVP-MOLOPT-SR-GTH; pseudopotentials GTH-PBE; grid cutoff 400 Ry, relative cutoff 50 Ry; k points Gamma only; occupations fixed; spin none; net charge 0.

Cell vectors (angstrom)
a 16.4025 0 0
b 0 16.4025 0
c 0 0 35.9212

Atoms and the computed forces on them: element, x, y, z (angstrom), force x, y, z (eV/angstrom)
Si -0.363 0.493 0.114 0.123 0.2 -0.413
Si 2.335 3.435 0.067 -0.021 0.12 -0.116
Si 0.061 5.534 0.548 0.027 -0.14 -0.315
Si 2.621 8.274 0.451 0.046 0.048 -0.389
Si 0.356 10.338 -0.087 0.384 -0.262 0.422
Si 3.006 13.581 -0.12 -0.072 0.034 0.064
Si 5.955 -0.567 0.087 0.152 -0.155 -0.455
Si 8.438 2.278 -0.035 -0.342 0.206 -0.194
Si 4.873 6.167 0.079 0.047 0.028 -0.051
Si 8.268 8.367 0.217 0.039 0.162 0.324
Si 5.112 11.251 0.103 0.077 -0.055 -0.049
Si 8.112 13.689 0.59 0.056 0.004 -0.565
Si 10.016 0.446 -0.092 -0.038 -0.402 -0.677
Si 13.785 2.773 0.402 -0.005 0.171 -0.296
Si 10.415 5.887 0.106 0.134 -0.119 -0.164
Si 14.204 7.497 -0.237 -0.102 -0.222 -0.207
Si 10.269 11.503 0.119 -0.062 0.059 -0.27
Si 13.694 13.629 0.219 0.006 0.196 -0.083
Si 1.385 1.545 1.308 -0.02 0.12 -0.075
Si 4.019 4.356 1.418 -0.025 0.057 -0.169
Si 1.352 6.925 1.829 0.07 -0.03 -0.155
Si 4.015 9.743 1.587 0.086 0.053 -0.279
Si 1.316 12.296 1.157 0.171 -0.087 -0.272
Si 4.137 15.006 1.395 0.039 0.06 -0.13
Si 6.822 1.317 1.357 -0.163 -0.208 -0.019
Si 9.33 4.116 1.258 0.149 0.068 0.169
Si 6.633 7.101 1.429 -0.031 -0.11 -0.402
Si 9.469 9.813 1.583 0.019 -0.019 -0.222
Si 6.67 12.258 1.646 -0.179 -0.064 -0.259
Si 9.494 15.186 1.613 0.132 0.274 -0.179
Si 12.221 1.557 1.573 0.348 -0.124 -0.097
Si 14.988 4.236 1.733 0.063 -0.075 -0.062
Si 12.34 6.795 1.23 -0.039 0.045 -0.065
Si 15.029 9.357 1.233 0.098 0.034 -0.175
Si 12.177 12.318 1.414 -0.099 -0.083 -0.133
Si 14.941 15.222 1.402 0.003 -0.11 -0.065
Si 0.031 2.777 2.881 -0.091 -0.168 0.162
Si 2.751 0.091 2.661 -0.061 -0.006 -0.035
Si -0.136 8.267 2.94 -0.177 0.005 0.211
Si 2.761 5.532 3.007 0.06 -0.043 0.304
Si -0.025 13.718 2.609 -0.043 -0.086 0.04
Si 2.608 11.085 2.842 -0.173 0.231 -0.055
Si 5.402 2.787 2.655 0.009 0.063 -0.089
Si 8.084 0.079 2.936 0.121 0.092 0.218
Si 5.402 8.391 2.924 0.128 0.028 0.102
Si 8.009 5.527 2.683 -0.016 0.087 0.063
Si 5.357 13.698 2.927 -0.072 -0.046 0.237
Si 8.094 11.008 3.002 0.011 -0.071 0.22
Si 10.748 2.868 2.804 -0.284 0.026 -0.003
Si 13.583 0.09 2.85 -0.013 0.016 0.185
Si 10.989 8.302 2.674 -0.01 -0.102 0.074
Si 13.51 5.554 2.911 -0.034 0.08 0.033
Si 10.948 13.772 2.836 0.06 0.024 0.189
Si 13.617 10.848 2.648 0.093 -0.027 -0.081
Si 1.363 4.13 4.292 -0.001 -0.017 -0.123
Si 4.075 1.432 4.1 -0.028 -0.033 -0.019
Si 1.288 9.66 4.219 -0.085 0.07 -0.022
Si 4.102 6.955 4.291 -0.027 -0.119 -0.014
Si 1.354 15.08 4.043 -0.036 -0.014 -0.107
Si 3.99 12.356 4.283 0.026 0.009 -0.119
Si 6.738 4.134 4.126 0.055 0.08 -0.102
Si 9.49 1.453 4.241 -0.121 -0.011 -0.139
Si 6.788 9.626 4.35 0.011 -0.01 -0.041
Si 9.522 6.883 4.048 0.053 -0.038 -0.301
Si 6.764 15.061 4.269 -0.059 0.058 -0.096
Si 9.543 12.414 4.221 -0.034 0.026 -0.054
Si 12.17 4.141 4.219 0.083 0.004 0.027
Si 15.008 1.402 4.211 0.129 0.111 -0.08
Si 12.305 9.582 4.169 -0.034 -0.058 -0.146
Si 14.93 6.867 4.276 -0.027 0.104 -0.043
Si 12.297 15.089 4.242 0.014 -0.08 -0.085
Si 15.009 12.306 4.019 -0.032 0.079 -0.139
Si -0.003 0.001 11.052 -0.004 -0.015 0.011
Si 2.73 2.728 11.042 0.007 -0.023 0.004
Si -0.006 5.44 10.999 0.025 -0.015 -0.005
Si 2.73 8.198 11.016 0.014 0.025 -0.002
Si 0.007 10.946 11.046 0.007 -0.066 -0.006
Si 2.727 13.676 11.044 0.022 -0.004 -0.003
Si 5.471 -0.007 11.048 0.045 -0.034 0.003
Si 8.205 2.7 11.049 0.035 0.002 0
Si 5.456 5.451 11.055 -0.011 0.003 0.01
Si 8.193 8.19 11.045 0.032 -0.013 0.008
Si 5.471 10.95 11.005 0.007 -0.039 -0.001
Si 8.205 13.677 11.01 -0.01 -0.011 0.001
Si 10.944 -0.012 11.019 0.015 -0.01 0.003
Si 13.668 2.699 11.012 0.004 0.007 -0.002
Si 10.943 5.433 11.033 0.048 -0.016 -0.006
Si 13.673 8.182 11.025 0.015 -0.011 -0.001
Si 10.931 10.935 11.033 0.005 0.006 -0.008
Si 13.669 13.68 11.057 0.015 -0.018 0.008
Si 1.388 1.347 12.417 0.017 0.067 0.004
Si 4.114 4.059 12.428 -0.012 0.023 0.005
Si 1.383 6.786 12.364 -0.026 -0.001 -0.017
Si 4.111 9.572 12.363 0.023 -0.002 -0.029
Si 1.384 12.303 12.422 0.007 0.007 0.021
Si 4.112 15.018 12.408 -0.044 -0.022 -0.005
Si 6.86 1.321 12.43 -0.02 0.024 0.013
Si 9.615 4.026 12.399 -0.065 0.056 -0.015
Si 6.842 6.804 12.415 -0.013 0.011 0.008
Si 9.58 9.547 12.397 -0.042 -0.003 0.002
Si 6.851 12.301 12.379 0.018 0.007 -0.017
Si 9.579 15.022 12.391 0.014 0 -0.017
Si 12.335 1.317 12.401 -0.032 0.01 -0.011
Si 15.06 4.045 12.371 -0.041 0.012 -0.013
Si 12.335 6.778 12.386 -0.013 0.022 0
Si 15.062 9.535 12.378 0 0.048 -0.012
Si 12.305 12.29 12.404 -0.041 -0.05 0.009
Si 15.053 15.03 12.435 0.009 0.005 0.023
Si 0.019 2.705 13.778 0.029 -0.044 -0.038
Si 2.763 -0.023 13.785 0.017 -0.038 -0.012
Si 0.026 8.144 13.725 0 0.02 0.005
Si 2.732 5.428 13.77 0.01 0.017 0.02
Si 0.033 13.671 13.807 -0.016 -0.008 -0.013
Si 2.784 10.936 13.762 0.009 -0.074 0.024
Si 5.479 2.664 13.796 0.02 0.031 0.017
Si 8.24 -0.041 13.808 0.006 -0.059 0.008
Si 5.46 8.206 13.74 -0.048 0.044 0.011
Si 8.23 5.381 13.728 0.111 -0.053 -0.018
Si 5.489 13.653 13.763 -0.008 0.019 0.01
Si 8.216 10.933 13.747 0.017 -0.037 0.031
Si 10.974 2.647 13.788 0.07 -0.027 0.024
Si 13.695 -0.016 13.821 -0.028 0.001 0.007
Si 10.964 8.146 13.727 0.027 0.011 0
Si 13.7 5.385 13.746 0.043 -0.01 -0.007
Si 10.934 13.657 13.768 -0.003 0.015 0.011
Si 13.701 10.903 13.729 0.024 -0.048 -0.025
Si 1.38 4.051 15.162 0.012 -0.004 0.062
Si 4.129 1.29 15.196 -0.031 -0.019 0.034
Si 1.421 9.507 15.057 -0.012 0.035 -0.031
Si 4.11 6.819 15.098 0.011 -0.008 0.006
Si 1.42 15.036 15.186 0.027 0.05 0.071
Si 4.159 12.289 15.164 -0.043 0.011 0.079
Si 6.921 3.985 15.12 -0.048 0.029 0.02
Si 9.649 1.269 15.208 -0.011 0.05 0.059
Si 6.822 9.583 15.099 0.054 0.019 0.006
Si 9.619 6.73 15.059 -0.069 -0.038 0.011
Si 6.846 14.995 15.153 -0.015 -0.013 0.056
Si 9.586 12.275 15.139 -0.039 -0.012 -0.003
Si 12.389 3.977 15.134 -0.021 0.006 0.021
Si 15.107 1.333 15.185 0.02 0.042 0.077
Si 12.377 9.483 15.071 -0.003 0.057 -0.019
Si 15.089 6.741 15.09 -0.004 -0.01 0.026
Si 12.31 14.992 15.158 0.006 -0.031 0.034
Si 15.044 12.272 15.11 -0.045 -0.078 -0.013
Si 0.05 -0.034 16.601 0.03 -0.032 0.017
Si 2.71 2.634 16.527 -0.005 0.043 0.078
Si 0.039 5.437 16.544 -0.054 0.011 0.046
Si 2.739 8.169 16.496 -0.018 0.039 0.055
Si 0.035 10.853 16.37 0.005 -0.035 0.119
Si 2.816 13.681 16.544 0.039 0.034 0.083
Si 5.528 -0.059 16.596 -0.012 -0.119 0.06
Si 8.256 2.601 16.571 0.014 -0.008 -0.028
Si 5.542 5.423 16.353 0.009 -0.029 0.119
Si 8.21 8.129 16.312 -0.012 -0.009 0.123
Si 5.516 10.935 16.583 0.022 -0.038 -0.014
Si 8.151 13.587 16.524 0.108 0.107 0.071
Si 11.002 -0.111 16.64 0.132 -0.091 0.248
Si 13.794 2.696 16.592 -0.081 -0.072 0.158
Si 10.972 5.321 16.426 0.084 0.007 0.002
Si 13.699 8.055 16.44 0.072 -0.058 0.083
Si 11.058 10.897 16.389 0.004 -0.019 0.087
Si 13.686 13.628 16.503 -0.053 -0.007 0.085
Si 1.379 1.324 18.063 0.075 0.152 0.054
Si 4.213 4.026 17.681 0.096 -0.035 -0.239
Si 1.425 6.784 17.916 -0.072 0.096 0.047
Si 4.092 9.548 17.861 -0.058 0.052 -0.002
Si 1.38 12.233 17.73 -0.127 -0.12 -0.115
Si 4.207 14.988 18.046 -0.065 0.01 0.099
Si 6.95 1.211 18.02 0.043 -0.132 0.054
Si 9.668 3.975 17.856 0.054 -0.039 0.03
Si 6.878 6.793 17.737 0.025 0.059 -0.051
Si 9.66 9.452 17.566 0.003 -0.006 -0.345
Si 6.871 12.28 18.052 -0.018 0.137 0.123
Si 9.519 14.848 17.956 -0.127 -0.016 -0.179
Si 12.53 1.233 17.988 0.406 -0.05 -0.105
Si 15.103 4.146 18.024 -0.048 -0.038 -0.038
Si 12.343 6.623 17.807 0.056 -0.082 0.001
Si 15.158 9.394 17.717 0.121 0.071 -0.025
Si 12.377 12.209 17.886 -0.039 -0.08 -0.043
Si 15.092 14.918 17.905 -0.2 0.111 -0.164
Si 0.106 2.88 19.457 -0.011 0.011 0.104
Si 2.869 0.022 19.424 -0.101 -0.147 0.169
Si 0.05 8.159 19.331 -0.09 -0.047 -0.181
Si 2.968 5.403 19.047 -0.121 -0.114 0.302
Si 0.134 13.602 19.155 -0.192 -0.206 -0.043
Si 2.686 10.957 19.149 0.18 0.142 -0.068
Si 5.58 2.771 19.124 -0.107 0.05 0.225
Si 8.236 -0.278 19.522 0.031 0.046 0.132
Si 5.454 8.136 19.136 0.142 -0.173 0.194
Si 8.33 5.469 19.09 -0.092 0.151 0.108
Si 5.499 13.638 19.639 -0.106 -0.192 -0.081
Si 8.412 10.722 19 0.144 -0.023 0.154
Si 11.08 2.582 19.197 -0.191 -0.047 0.026
Si 13.951 -0.222 19.515 -0.348 -0.38 0.129
Si 10.933 8.075 18.932 -0.02 -0.098 0.144
Si 13.644 5.427 19.446 -0.177 -0.051 0.031
Si 10.877 13.441 19.271 0.006 0.054 0.209
Si 13.846 10.749 19.059 0.214 0.172 0.203
Si 1.902 3.987 20.568 0.172 0.208 -0.003
Si 4.072 1.752 20.595 0.004 -0.043 0.091
Si 1.101 9.935 20.493 0.274 -0.148 0.293
Si 4.455 6.487 20.479 0.061 0.107 0.177
Si 1.51 14.804 20.534 0.48 0.276 0.077
Si 3.651 12.502 20.694 0.052 0.02 0.093
Si 6.782 4.361 20.395 0.073 0.092 0.281
Si 10.043 0.899 20.484 -0.014 -0.024 0.286
Si 7.139 9.271 20.214 -0.232 0.039 0.195
Si 9.4 7.107 20.414 0.104 -0.198 0.432
Si 6.882 14.845 21.264 -0.091 0.023 -0.163
Si 9.923 11.045 20.818 0.037 0.209 0.252
Si 12.486 3.671 20.725 -0.228 0.183 -0.002
Si 15.245 -0.457 21.747 -0.199 0.134 -0.189
Si 12.414 9.334 20.141 0.016 0.111 0.357
Si 14.658 7.248 20.63 -0.34 0.14 0.445
Si 12.117 14.999 20.418 0.143 0.186 0.131
Si 15.55 11.263 20.696 -0.552 0.087 0.226
Si -1.165 2.459 21.402 -0.005 -0.131 -0.214
Si -3.285 2.721 25.686 0.04 0.067 0.099
Si 1.214 7.892 27.092 -0.051 -0.016 0.114
Si -3.203 14.096 23.097 -0.151 -0.212 0.273
Si 3.036 9.842 25.755 -0.037 0.043 0.2
Si 4.556 -1.559 28.317 0.023 0.032 0.16
Si 8.537 2.733 22.584 0.069 0.049 -0.077
Si 0.578 6.057 24.824 -0.186 0.209 0.27
Si 5.943 6.84 26.709 -0.037 0.06 0.058
Si 7.656 10.274 22.775 -0.101 -0.022 0.246
Si 1.04 11.942 25.024 0.006 -0.039 0.181
Si 14.632 -5.044 23.749 -0.039 -0.078 0.277
Si 11.06 4.073 23.647 0.011 -0.058 0.395
Si 7.509 7.486 24.336 -0.112 -0.254 0.238
Si 15.018 6.7 23.725 0.061 0.039 0.464
Si 5.993 17.367 23.012 -0.091 0.089 0.14
Si 10.643 13.718 25.008 0.001 -0.17 0.167
Si 1.71 -2.633 27.306 -0.026 -0.03 -0.1
Si 2.889 5.795 22.841 -0.009 -0.063 0.175
Si -4.19 9.214 27.45 -0.058 0.05 0.049
Si 5.43 5.168 24.462 0.115 0.213 0.285
Si -3.608 8.832 24.427 -0.044 0.032 0.111
Si 2.772 -5.636 22.932 0 0.004 0.312
Si 8.093 5.669 28.48 -0.049 0.11 -0.138
Si 10.479 6.994 23.429 -0.078 0.089 0.362
Si 4.916 9.269 28.119 0 -0.126 0.038
Si 7.494 11.098 28.35 0.048 0.066 0.002
Si 10.989 14.764 27.756 0.041 0.044 -0.021
Si 4.534 1.634 28.292 -0.039 0.115 -0.03
Si 13.356 0.373 27.487 -0.09 0.096 -0.034
Si 10.49 11.813 27.343 -0.035 0.013 -0.033
Si 15.288 9.424 28.385 0.096 -0.015 0.024
Si 8.344 15.081 28.586 0.11 0.041 0.179
Si 16.19 12.426 29.098 -0.067 0.018 -0.04
Si -3.478 3.08 28.524 0.126 0.193 0.206
Si 5.701 2.196 25.641 -0.017 0.098 0.088
Si -6.052 7.403 29.246 0.019 0.028 -0.088
Si 3.537 3.497 30.399 0.031 0.068 -0.158
Si -1.053 16.242 30.975 -0.106 -0.037 -0.205
Si 0.397 13.621 31.867 -0.129 0.268 -0.453
Si 2.03 5.805 31.141 -0.077 0.039 -0.056
Si 6.483 -2.273 30.773 0.014 -0.033 0.016
Si 6.427 4.683 31.052 -0.061 -0.212 -0.182
Si 10.445 4.993 30.971 0.184 -0.176 -0.072
Si 6.783 13.592 26.686 0.104 -0.158 -0.104
Si 2.622 8.276 29.884 0.132 0.115 -0.034
Si 7.774 -3.293 23.806 0.156 0.153 0.345
Si 15.784 -1.155 28.196 -0.111 0.115 0.081
Si 9.512 6.441 33.381 0.198 -0.044 -0.479
Si 15.271 3.966 24.038 -0.354 -0.286 0.577
Si 7.35 17.91 28.029 0.129 0.159 -0.141
Si 13.955 7.319 32.493 0.128 -0.146 -0.43
Si -0.012 7.992 30.879 0.163 -0.033 -0.074
Si 2.322 3.506 33.072 -0.019 0.179 -0.514
Si -5.27 8.585 31.915 0.022 -0.052 -0.161
Si 6.373 6.568 33.463 0.047 -0.05 -0.345
Si 0.592 17.476 33.139 -0.085 -0.008 -0.246
Si 2.684 15.204 32.952 -0.058 0.024 -0.315
Si 7.434 2.197 32.794 0.092 -0.14 -0.274
Si 9.78 3.291 28.784 0.029 0.108 -0.003
Si 6.603 9.525 33.786 0.053 0.02 -0.138
Si 13.312 4.429 31.403 0.001 0.042 -0.16
Si 5.584 16.169 32.846 0.166 -0.063 -0.172
Si 7.61 11.444 31.526 0.085 0.325 -0.123
Si 10.223 0.993 32.875 0.3 -0.042 -0.41
Si 12.717 -0.207 32.118 -0.075 0.233 -0.09
Si 10.453 11.354 32.99 -0.095 0.118 -0.364
Si 12.745 13.37 33.336 -0.192 0.097 -0.352
Si 12.763 18.766 33.479 -0.041 -0.266 -0.437
Si 15.352 12.138 34.083 -0.383 0.2 -0.262
O -0.051 0.288 34.419 -0.175 -0.236 0.319
O -1.458 1.702 35.913 -0.179 0.054 0.209
O 3.102 3.317 34.497 0.08 -0.095 0.367
O 0.925 2.667 33.286 -0.313 0.051 0.125
O -0.888 6.459 35.462 -0.467 0.477 0.093
O 1.072 4.499 35.634 0.138 -0.064 0.169
O 3.627 7.216 35.525 -0.016 -0.105 0.402
O 1.57 9.21 35.432 -0.42 0.134 0.471
O -3.649 14.037 34.829 0.1 -0.102 0.249
O -0.446 10.658 34.4 0.185 -0.004 0.023
O 2.68 14.504 34.439 0.167 -0.144 0.351
O 1.97 16.66 32.906 0.073 -0.087 -0.127
O 5.478 -0.234 34.467 0.055 0.015 0.509
O 6.104 1.282 32.51 -0.167 0.188 -0.06
O 9.991 0.04 34.199 -0.077 -0.055 0.519
O 7.703 2.56 34.374 0.32 -0.193 0.689
O 5.552 5.681 34.562 0.102 -0.268 0.232
O 7.175 3.547 31.94 0.107 -0.099 0.028
O 9.504 7.282 35.935 0.19 -0.005 0.031
O 7.902 9.177 34.729 0.009 0.139 0.198
O 5.667 10.535 34.647 -0.13 -0.026 0.064
O 4.12 12.419 35.363 -0.191 -0.077 0.305
O 7.117 14.672 35.584 0.045 0.314 0.719
O 6.595 15.216 31.985 0.036 0.101 0.159
O 11.142 0.143 31.793 0.018 0.235 -0.095
O 9.016 -4.65 32.314 0.098 -0.23 0.314
O 13.076 3.154 34.864 0.012 0.17 0.516
O 11.12 2.329 33.261 -0.066 0.133 0.257
O 10.411 5.516 34.398 0.158 -0.336 0.254
O 13.415 4.017 29.795 0.106 -0.009 -0.139
O 13.666 7.527 34.096 0.075 0.333 0.509
O 10.282 8.394 30.53 -0.225 0.015 0.12
O 9.17 12.719 35.631 0.227 -0.16 0.317
O 10.491 10.835 34.54 0.174 -0.271 0.506
O 15.031 12.798 35.551 -0.259 -0.09 -0.007
O 12.919 14.613 32.329 0.141 -0.276 0.088
O 1.839 4.882 21.973 -0.246 -0.117 -0.286
O -2.165 5.251 23.97 0.073 0.009 -0.346
O 4.94 1.674 21.999 -0.177 -0.13 -0.096
O 2.791 2.68 21.067 0.001 0.172 -0.255
O 1.904 9.736 21.986 -0.399 0.053 -0.305
O -0.67 12.899 20.496 0.41 -0.075 -0.334
O 3.572 6.917 21.842 0.223 0.02 -0.218
O -2.304 7.86 24.394 0.218 0.035 0.028
O 2.6 13.719 21.206 0.108 -0.225 -0.188
O 0.369 15.29 21.652 -0.216 -0.058 0.008
O 1.836 10.907 26.003 -0.162 0.046 0.259
O 3.903 11.577 22.067 0.175 0.026 -0.327
O 5.682 5.47 21.003 -0.176 0.013 -0.433
O 7.706 3.784 21.648 -0.064 -0.133 -0.267
O 11.138 -0.211 21.116 0.053 -0.111 -0.519
O 9.552 1.75 21.794 0.05 -0.128 -0.049
O 7.293 8.861 23.504 0.118 0.314 -0.283
O 6.654 10.266 21.478 -0.304 -0.349 -0.298
O 10.112 6.699 21.862 -0.244 0.109 -0.419
O 8.155 8.108 20.871 -0.185 0.198 -0.314
O 4.255 10.055 26.832 0.084 0.24 -0.238
O 6.199 15.88 22.373 0.16 -0.116 -0.345
O 7.437 13.669 22.3 0.146 0.126 -0.435
O 9.175 10.551 22.206 0.376 0.226 -0.168
O 11.113 5.642 24.085 0.157 0.073 0.062
O 11.71 3.972 22.149 0.258 -0.018 -0.297
O 13.617 2.506 21.076 0.118 0.219 -0.06
O 15.541 1.078 22.197 0.125 -0.125 0.219
O 11.413 10.336 21.026 -0.258 -0.014 -0.261
O 10.172 12.679 20.63 0.077 0.082 -0.389
O 13.416 8.331 21.053 0.189 -0.065 -0.434
O 11.573 8.222 23.504 -0.063 -0.052 -0.334
O 11.901 14.183 24.084 0.089 0.225 0.011
O 12.649 13.93 21.58 -0.303 0.077 -0.346
O 15.158 10.94 22.27 0.332 -0.328 -0.27
O 14.024 12.845 23.685 0.016 0.264 0.122
O -2.122 -1.065 22.966 0.214 0.205 -0.107
O 1.161 -3.868 28.234 0.014 0.066 0.135
O 0.231 4.427 24.833 0.293 0.025 -0.307
O -0.764 3.598 22.497 0.348 0.238 -0.198
O 6.685 6.105 23.865 0.005 -0.075 -0.158
O -1.117 6.904 22.121 -0.016 -0.18 -0.397
O -2.627 9.25 27.852 0.049 0.211 0.088
O -2.984 10.327 24.145 0.105 0.107 -0.188
O 3.507 9.981 24.187 0.221 0.147 -0.23
O 2.356 8.403 26.054 0.28 -0.095 -0.321
O 1.734 -4.518 23.552 -0.153 0.11 -0.302
O 6.826 -2.817 25.058 -0.243 0.241 0.09
O 7.421 1.725 23.203 0.067 0.024 0.289
O 1.982 6.41 24.045 0.057 -0.095 -0.193
O 0.663 6.516 26.411 -0.101 -0.147 -0.021
O 5.091 7.677 27.795 -0.128 0.049 -0.128
O 4.899 6.012 25.769 0.097 -0.176 0.04
O 7.466 11.505 23.821 -0.138 -0.295 -0.127
O 6.919 7.823 25.833 -0.064 -0.007 -0.021
O 6.574 12.202 27.541 -0.24 0.216 -0.079
O 1.937 7.64 28.531 0.086 -0.246 -0.109
O 5.37 1.033 24.524 -0.027 -0.042 -0.22
O 12.367 -0.82 27.999 0.216 -0.064 0.3
O 13.537 1.56 28.618 -0.052 -0.137 0.118
O 11.852 3.211 24.787 -0.081 -0.061 -0.189
O 8.844 7.126 28.648 0.13 0.13 0.145
O 9.118 7.245 24.315 0.098 -0.124 0.003
O 10.722 12.239 25.761 0.167 -0.111 -0.014
O 11.392 8.019 28.181 0.1 0.091 -0.069
O 7.86 14.242 29.891 0.098 0.122 -0.001
O 8.214 14.16 27.24 -0.059 0.133 -0.235
O 15.866 11.478 24.854 -0.053 -0.015 -0.158
O 10.623 14.875 26.164 -0.011 -0.044 0.03
O 1.367 -3.014 25.732 0.134 -0.1 -0.137
O 0.172 -3.874 30.683 -0.053 0.083 0.1
O 7.413 5.151 29.854 -0.064 0.133 0.184
O 4.465 2.147 26.728 -0.049 -0.181 0.065
O -5.483 5.953 29.732 -0.032 -0.09 -0.006
O -1.909 2.757 24.805 0.368 0.172 -0.147
O 4.172 4.966 23.455 -0.171 -0.038 -0.007
O -0.01 8.976 27.261 0.078 0 -0.148
O -0.924 10.99 28.826 0.195 0.088 -0.099
O -1.643 15.996 27.179 0.052 -0.111 -0.108
O 5.584 -1.808 27.083 -0.076 0.157 -0.376
O 3.446 2.396 29.213 -0.079 -0.275 0.06
O 6.903 5.736 27.397 -0.118 -0.11 -0.189
O 9.492 3.551 23.633 -0.062 -0.22 -0.183
O 11.301 2.931 28.389 -0.026 0.064 0.079
O 5.893 3.666 24.933 0.197 0.103 -0.306
O 5.843 8.113 33.491 -0.31 0.079 0.098
O 6.439 9.823 28.359 0.008 0.098 -0.11
O 7.893 11.194 29.937 -0.059 -0.063 0.01
O 3.862 9.272 29.42 -0.126 -0.008 0.138
O 9.296 13.64 24.094 -0.137 -0.192 -0.05
O 7.358 16.338 28.395 -0.023 -0.175 0.222
O 15.272 -2.67 28.648 -0.198 -0.061 0.096
O 5.194 -2.104 29.747 -0.213 -0.141 0.109
O 13.36 3.654 27.041 0.088 0.033 -0.054
O 12.849 1.157 26.134 0.123 -0.109 -0.155
O 15.374 8.1 32.161 -0.077 0.265 0.25
O 8.977 11.173 27.601 -0.104 -0.137 0.106
O 12.099 8.882 25.881 -0.086 -0.209 -0.287
O 15.439 8.369 29.615 -0.307 -0.134 0.055
O 10.923 13.168 28.189 -0.148 0.044 -0.001
O 9.894 15.532 28.697 0.032 -0.111 -0.022
O 15.713 14.823 31.691 0.094 -0.047 0.202
O 17.259 15.141 27.534 0.036 0.121 0.003
O -2.268 5.774 31.879 -0.049 0.13 0.023
O -0.446 -0.17 29.48 0.172 0.121 -0.075
O 0.542 6.437 30.878 0.009 -0.094 0.124
O 2.09 5.097 32.635 0.023 -0.264 0.34
O 7.1 1.819 26.437 0.048 -0.157 -0.178
O -2.454 12.247 33.228 0.142 -0.356 -0.154
O -3.753 7.99 31.744 -0.042 -0.132 0.144
O 2.38 4.613 30.075 -0.02 -0.166 0.139
O 5.011 4.181 30.433 -0.008 0.092 -0.236
O -3.221 17.163 33.384 0.239 -0.13 -0.012
O -0.376 17.429 31.836 -0.012 0.208 0.263
O 1.927 14.199 31.888 0.119 -0.086 0.067
O 0.121 12.946 33.312 0.148 0 0.221
O 1.352 8.953 30.742 -0.066 -0.098 -0.045
O 3.203 2.836 31.86 -0.024 -0.007 0.106
O 6.037 2.059 28.834 0.102 -0.138 -0.079
O 3.222 -2.364 27.83 -0.157 -0.225 0.106
O 7.961 6.56 33.872 -0.121 -0.076 -0.103
O 6.123 5.973 31.984 0.061 0.368 0.294
O 8.782 1.415 32.248 -0.136 -0.184 0.005
O 8.785 2.052 28.517 -0.091 -0.094 -0.167
O 4.247 16.439 28.422 0.085 -0.082 -0.015
O 4.145 15.589 32.35 -0.067 -0.177 -0.187
O 6.964 10.182 32.331 -0.027 -0.538 0.261
O 3.11 7.034 30.859 0.076 0.098 0.146
O 13.652 3.117 32.31 -0.006 -0.192 0.271
O 9.188 4.572 27.955 -0.036 0.166 -0.232
O 11.776 4.736 31.83 -0.104 0.234 0.311
O 13.738 0.084 30.882 0.071 -0.029 0.164
O 10.308 7.856 33.129 0.046 0.171 0.143
O 9.369 5.7 31.933 -0.358 0.076 0.142
O 9.81 3.62 30.385 0.101 -0.066 0.252
O 11.537 10.653 27.776 0.253 0.167 0.183
O 11.605 17.196 36.119 -0.065 0.236 0.458
O 6.525 12.677 31.537 0.013 -0.024 -0.018
O 11.202 10.185 32.144 0.147 -0.079 0.161
O 11.341 12.706 32.903 -0.151 0.182 -0.067
Si -0.002 -0.006 5.51 -0.076 0.005 -0.053
Si 2.743 2.734 5.578 -0.043 0.011 -0.011
Si -0.051 5.5 5.589 -0.011 -0.041 0.053
Si 2.669 8.283 5.594 0.014 -0.005 -0.014
Si -0.08 11.021 5.546 0.06 -0.045 -0.02
Si 2.642 13.763 5.567 0.047 -0.011 -0.029
Si 5.394 0.069 5.555 0.047 -0.01 -0.015
Si 8.113 2.811 5.565 0.042 -0.006 -0.003
Si 5.452 5.504 5.578 0.003 0.016 -0.031
Si 8.214 8.201 5.561 -0.056 0.009 -0.034
Si 5.389 10.994 5.633 -0.001 0.002 0.04
Si 8.167 13.721 5.609 0.053 0.017 0.043
Si 10.893 0.057 5.561 0.024 0.002 0.004
Si 13.616 2.776 5.548 0.014 -0.022 -0.06
Si 10.832 5.54 5.547 -0.039 -0.034 -0.071
Si 13.609 8.248 5.619 0.008 0.01 0.023
Si 10.923 10.975 5.526 0.043 -0.001 -0.031
Si 13.682 13.656 5.504 -0.049 -0.015 -0.032
Si 1.359 1.351 6.911 0.01 0.013 -0.021
Si 4.099 4.114 6.94 -0.029 0.041 0.004
Si 1.332 6.867 6.94 -0.022 0.035 0.012
Si 4.054 9.602 6.98 -0.027 0.031 0.027
Si 1.307 12.359 6.927 -0.059 0.039 0.012
Si 4.05 15.089 6.93 -0.04 0.029 -0.01
Si 6.788 1.405 6.932 -0.005 0.023 -0.017
Si 9.511 4.144 6.931 -0.051 0.033 0.015
Si 6.846 6.84 6.944 0.06 -0.077 -0.004
Si 9.576 9.587 6.917 -0.01 -0.004 -0.05
Si 6.805 12.336 6.96 -0.019 0.015 0.025
Si 9.556 15.081 6.943 -0.072 0.008 0.032
Si 12.28 1.392 6.922 0.008 -0.013 0.063
Si 14.998 4.11 6.932 -0.012 0.051 0.015
Si 12.238 6.855 6.939 0.009 0.024 -0.001
Si 15.004 9.621 6.939 -0.025 -0.009 0.014
Si 12.309 12.315 6.907 -0.011 0.012 -0.044
Si 15.035 15.029 6.889 0.061 -0.04 -0.011
Si -0.015 2.724 8.27 -0.015 -0.015 0.001
Si 2.707 0.021 8.325 0.005 -0.032 0.026
Si -0.03 8.235 8.298 0.028 -0.002 -0.003
Si 2.717 5.481 8.288 -0.007 -0.023 0.001
Si -0.033 13.698 8.318 0.007 -0.017 0.022
Si 2.684 10.985 8.305 0.055 -0.053 -0.018
Si 5.449 2.752 8.326 0.016 -0.007 0.018
Si 8.173 0.032 8.291 0.052 -0.014 0.001
Si 5.458 8.209 8.297 -0.024 -0.005 -0.014
Si 8.18 5.476 8.34 0.014 0.021 0.017
Si 5.431 13.713 8.294 0.053 -0.002 -0.002
Si 8.194 10.945 8.287 -0.016 -0.015 0.006
Si 10.902 2.754 8.277 0.018 -0.001 -0.014
Si 13.664 -0.002 8.261 -0.013 0.009 -0.015
Si 10.909 8.22 8.321 0.011 -0.015 0.023
Si 13.628 5.475 8.286 0.031 -0.025 0.009
Si 10.939 13.685 8.276 0.01 -0.013 0.001
Si 13.648 10.963 8.319 0.016 -0.02 0.018
Si 1.367 4.08 9.642 -0.007 0.037 -0.005
Si 4.098 1.367 9.686 -0.018 0.048 0.002
Si 1.353 9.583 9.668 -0.024 0.021 -0.001
Si 4.102 6.825 9.664 0.015 -0.008 -0.006
Si 1.353 15.042 9.684 -0.009 -0.007 0.007
Si 4.083 12.328 9.66 -0.033 0.01 -0.001
Si 6.831 4.089 9.701 0.011 0.018 0.004
Si 9.566 1.366 9.658 -0.048 0.014 0.002
Si 6.84 9.566 9.66 0.004 0.004 -0.009
Si 9.567 6.828 9.692 -0.048 0.01 -0.006
Si 6.825 15.051 9.658 -0.034 0.017 0.002
Si 9.575 12.307 9.648 0.001 -0.018 -0.017
Si 12.295 4.082 9.653 -0.015 0.037 0.002
Si 15.039 1.345 9.645 0.01 -0.005 -0.007
Si 12.299 9.569 9.677 -0.005 -0.006 -0.004
Si 15.023 6.826 9.643 -0.035 0.039 0
Si 12.315 15.032 9.652 -0.014 -0.009 0
Si 15.028 12.315 9.689 -0.014 0.018 0.002

Results
total energy: -115454.825 eV
total energy less fixed offsets of O -438.04, Si -107.15 eV per atom: -0.085 eV
